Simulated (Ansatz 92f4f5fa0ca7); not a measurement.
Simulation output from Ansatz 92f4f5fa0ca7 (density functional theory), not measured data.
Periodic cell of 284 atoms, Si144O108H32, with a vacuum gap, from a study of silicon, its oxide and their interface. The atomic structure is a simulated model.

Settings
functional: r2SCAN
potential files: Ansatz PAW
basis: plane waves
wave-function cutoff: 800 eV
density cutoff ratio: 5
exchange-correlation grid ratio: 1
k mesh: 1 x 1 x 1, shifted by 0.5 0.5 0 of a step
self-consistency stop: 1e-11 eV per atom in the density residual
occupations: fixed
spin: none
net charge: 0
applied field: sawtooth along c, amplitude +0.015 V/angstrom in the program's sign convention, ramp centred at 0.9897 of c and 0.0206 of c wide, no dipole correction

Cell vectors (angstrom)
a 10.88 0 0
b 0 10.88 0
c 0 0 48.5357

Atoms: element, x, y, z (angstrom)
Si 6.6495 -3.1552 35.2292
Si 9.3891 -0.5635 34.8474
Si 5.6996 3.3471 35.0001
Si 8.2985 -4.8731 35.0886
Si 3.421 -5.1279 32.907
Si 3.013 0.5333 34.8571
Si 12.1307 2.1895 34.9857
Si 3.949 -5.892 35.0445
Si 7.6768 -1.3788 36.283
Si 10.323 1.2227 36.1407
Si 7.4834 -6.7125 36.2767
Si 10.2077 -4.0156 36.1662
Si 2.0478 -1.3148 36.0116
Si 4.7784 1.4589 36.1241
Si 13.0501 3.9921 36.2055
Si 4.8651 -4.158 36.3326
Si 6.1911 0.0485 37.4282
Si 8.9338 2.6925 37.4235
Si 6.2024 -5.4407 37.7678
Si 8.9579 -2.7272 37.7008
Si 11.6576 -0.0557 37.5878
Si 14.3708 2.7039 37.6568
Si 11.6248 5.4355 37.4249
Si 3.4257 -2.6786 37.4267
Si 4.8336 -1.3417 38.81
Si 7.5503 1.3802 38.8141
Si 4.8258 4.0546 39.0139
Si 7.5843 -4.0717 39.0398
Si 10.3155 -1.3638 38.9825
Si 13.0044 1.3207 38.9527
Si 10.2833 4.0656 38.8213
Si 12.9759 -4.07 38.802
Si 6.1646 -2.6807 40.2665
Si 8.8834 0.0254 40.2088
Si 6.2337 2.688 40.2679
Si 8.9645 5.3969 40.2904
Si 11.6758 -2.7528 40.2536
Si 3.5128 -0.03 40.2704
Si 11.6254 2.7278 40.2423
Si 14.3159 5.4712 40.2254
Si 7.5566 -1.3247 41.6009
Si 10.233 1.3633 41.5716
Si 7.5635 4.0528 41.6281
Si 10.3261 -4.0867 41.6201
Si 2.1408 -1.4019 41.6099
Si 4.8838 1.3381 41.6249
Si 12.9975 4.1045 41.5982
Si 4.8012 -4.0831 41.5917
Si 2.7272 4.0681 6.9828
Si 5.4118 6.7716 6.9528
Si 2.6929 9.529 6.9138
Si 5.4649 1.4017 6.9033
Si 8.1147 4.0671 6.8621
Si 0.0332 6.8344 6.9027
Si 8.1907 -1.3304 6.964
Si -0.0279 1.3173 6.9583
Si 1.3393 2.6667 8.2625
Si 4.09 5.4057 8.363
Si 1.3677 8.1806 8.3432
Si 4.0711 0.0495 8.1969
Si 6.8205 2.7318 8.3293
Si 9.4883 5.4484 8.1361
Si 6.7868 8.1788 8.2096
Si 9.5257 0.0046 8.4003
Si 2.7314 1.345 9.6196
Si 5.4883 4.0828 9.7415
Si 2.7243 6.78 9.6936
Si 5.4201 -1.3222 9.5015
Si 8.1517 1.3798 9.7662
Si -0.1186 4.0239 9.4638
Si 8.1865 6.8375 9.4907
Si 0.0298 9.5384 9.7759
Si 4.1441 2.6147 11.0224
Si 6.9128 5.5615 10.9607
Si 4.1688 8.1972 10.926
Si 6.7619 -0.0851 10.9841
Si -1.3586 2.8061 11.0891
Si 1.143 5.4079 10.7951
Si 9.4518 8.1371 10.999
Si 1.456 0.0138 11.0992
Si 1.8118 3.8672 12.4153
Si -0.4675 5.6125 15.9076
Si 3.0085 -1.3054 12.4122
Si 5.1614 0.9709 12.3126
Si 0.4458 1.8379 12.2749
Si -0.526 6.3313 12.1465
Si 7.7185 -1.7972 12.2575
Si -2.2694 4.6616 12.3036
Si 2.1247 -6.5743 24.873
Si 6.0249 7.3912 12.1514
Si 7.736 4.6506 14.5326
Si 10.5068 0.5261 25.4265
Si 6.9004 5.0012 20.2073
Si 0.5291 5.464 22.7375
Si 7.3812 -1.7002 30.4553
Si 9.1242 -3.8705 23.7786
Si 9.1919 3.7838 21.5747
Si 9.0541 3.7423 18.8332
Si 6.3388 2.0133 32.3554
Si 5.1824 -0.9167 28.7018
Si 11.5668 -3.9078 32.1322
Si 8.7535 0.127 32.6574
Si 4.1427 -4.432 25.4429
Si 5.4902 6.8111 14.3314
Si 9.388 -2.5292 20.8663
Si 3.8795 -3.6467 28.3905
Si 0.1988 -2.2822 34.8121
Si 4.0067 -6.1198 30.1767
Si 8.3836 -0.8734 14.357
Si 8.3306 -6.117 27.5272
Si 3.7686 0.2459 32.6281
Si 0.9129 0.4944 18.4358
Si 5.3054 -2.5713 32.4773
Si -0.3623 2.6612 16.7135
Si 5.0106 0.3875 17.0329
Si 9.152 -3.1218 28.2265
Si 0.8434 6.1887 14.0488
Si 3.9443 2.4695 23.5885
Si 4.359 -1.8929 20.9023
Si -0.3943 -0.4522 21.0804
Si 6.8475 -5.8006 24.896
Si 2.3488 6.5042 20.5531
Si 12.4004 2.9289 29.5505
Si 0.0644 0.7683 14.3074
Si 10.6902 2.5457 32.2073
Si 10.8944 3.2692 26.9121
Si 6.6313 1.7776 14.8873
Si 2.1375 -0.6382 16.0437
Si 4.3073 -1.7392 23.8579
Si 7.0243 3.9607 30.1432
Si 9.0018 -5.7143 32.1235
Si 8.729 1.2861 23.0105
Si -0.113 6.3316 18.7654
Si 6.8212 8.0343 19.4649
Si 1.8974 0.0823 23.2516
Si 6.2033 2.0991 24.1543
Si 4.0919 3.8406 20.8933
Si 3.7532 0.8852 19.7466
Si 12.0771 -2.5563 29.341
Si 6.8153 -2.19 16.5099
Si 8.875 -1.8534 26.2456
Si 6.1195 -0.1977 25.8961
Si 2.5666 7.858 14.1981
Si 2.4488 0.1087 29.9704
O 3.3855 3.4942 12.2108
O 4.9198 -2.1699 22.4117
O 3.8494 6.8217 14.3561
O 0.1399 4.1347 16.2864
O 2.4055 -2.9876 28.3542
O 6.2952 -2.6018 33.7334
O 11.6188 2.9091 30.9515
O 11.6781 2.6059 33.472
O 6.5361 -0.6298 29.5569
O 4.2376 -3.7685 32.5522
O 9.2828 0.3604 21.8197
O 7.429 -1.1115 26.1244
O 1.6071 4.7083 13.8082
O 3.6818 2.3913 20.3149
O 1.3453 4.2718 23.4545
O 3.9026 -4.5947 29.6836
O 8.8226 5.4048 15.5116
O 7.6223 0.5224 14.6706
O 7.1061 1.3224 23.0226
O 1.4688 6.4971 21.921
O 4.0765 3.6709 22.4944
O 7.3667 0.9235 32.9547
O 9.2272 2.8983 20.2101
O 7.9218 -4.9021 24.0902
O 5.9951 -0.8716 16.9117
O 3.9098 -0.3537 29.4911
O 9.5422 3.6664 32.3782
O 5.8895 7.8072 15.5417
O 9.4669 3.9738 26.7099
O 3.9765 -0.3071 20.8391
O 6.2014 3.2086 33.4318
O 3.5414 0.0304 16.4625
O 5.3703 -5.1888 24.7423
O 1.0592 -0.6233 17.2627
O 7.8136 -5.7911 31.0186
O 4.1314 -0.1713 12.9355
O -0.9082 -0.5444 14.182
O 6.2823 -2.6385 31.1936
O 11.9959 4.0793 26.0829
O 2.5223 0.3448 31.579
O 8.1627 -1.8196 15.6721
O 10.5518 -4.6375 23.8681
O 1.4297 6.5049 19.2172
O 6.831 3.5888 24.2995
O 12.6931 -4.8726 32.79
O -0.322 6.6412 17.1778
O -0.962 7.2782 19.7591
O 0.6568 1.9314 17.7337
O 6.6262 6.5724 20.1178
O 6.9675 2.57 30.9741
O 11.3115 3.3748 28.4593
O 4.2048 -4.4858 27.0542
O 1.5185 0.2293 14.8154
O 4.1686 -2.9211 24.9255
O 9.2531 0.7918 24.4454
O 12.1935 -0.9715 29.6111
O 5.6835 1.5838 16.1804
O 5.2414 -0.2318 27.2464
O 9.082 -2.7042 24.8798
O 8.387 -0.9739 31.5063
O 2.8936 1.346 23.0466
O 9.93 1.1117 32.0762
O 7.8399 4.674 21.4907
O 11.2507 -2.7475 33.2268
O 9.0448 7.6305 22.2868
O -0.5946 1.7449 15.4202
O 6.2792 5.4047 14.6298
O 5.5581 4.1593 20.3466
O 12.1751 -3.287 30.7786
O 10.7076 -2.9212 28.6082
O 3.8436 -6.2197 31.7821
O 2.3146 0.5698 19.1614
O 7.9721 -2.0258 20.2407
O 7.1461 -5.8099 26.4825
O 7.4862 3.1338 15.0476
O 4.8726 1.3562 32.1618
O -0.1895 0.0896 19.5483
O 0.9786 -0.2085 21.9411
O 9.1229 2.8137 17.5285
O 5.2666 -0.6617 24.5889
O 2.3788 -2.1671 15.5858
O 7.1585 7.915 17.885
O 8.3766 -5.1273 33.4744
O 5.4896 -6.5917 29.7729
O 3.183 5.1144 20.4883
O 5.0192 -2.5134 28.5147
O 5.7198 1.8641 13.5581
O 8.8933 -4.7114 28.074
O 4.8721 0.8275 18.5802
O 3.2587 3.1516 24.9042
O 8.2556 -2.6118 29.47
O -0.6077 4.8011 18.8913
O 2.8199 -1.1964 23.5638
O 10.0921 -0.7666 26.304
O 10.7894 1.7409 26.4345
O 3.1959 7.8878 20.5923
O 12.9374 1.457 29.2002
O 10.2392 -4.7446 31.7142
O 5.4392 -2.071 19.7219
O 7.6412 4.5177 18.8501
O 9.2745 2.7997 22.8314
O 6.4564 1.3515 25.5839
O 2.7612 -5.1045 24.9855
O 4.4592 -1.2055 32.4699
O 7.8214 3.8279 28.7456
O -0.4404 4.7888 21.6502
O 11.8301 0.3105 24.5356
O 2.8027 3.9114 29.5212
H 8.3889 -2.1359 42.5333
H 6.7237 -0.5142 42.5333
H 9.4074 2.1813 42.504
H 11.0506 0.5374 42.504
H 6.7435 4.8764 42.5606
H 8.3754 3.2212 42.5606
H 9.5126 -3.2567 42.5525
H 11.1544 -4.9019 42.5525
H 1.3084 -0.5908 42.5423
H 2.9475 -2.2385 42.5423
H 5.6976 0.5084 42.5574
H 4.0759 2.1735 42.5574
H 12.1877 4.9381 42.5307
H 13.833 3.2966 42.5307
H 5.6303 -4.8975 42.5241
H 3.9708 -3.27 42.5241
H 3.5601 3.2576 6.0504
H 1.9134 4.8978 6.0504
H 4.5998 7.6032 6.0203
H 6.2374 5.9537 6.0203
H 3.5128 8.7053 5.9814
H 1.8638 10.3434 5.9814
H 6.2785 0.5717 5.9709
H 4.6327 2.2129 5.9709
H 7.2971 4.893 5.9297
H 8.9472 3.2561 5.9297
H 0.8412 5.999 5.9703
H -0.8022 7.6424 5.9703
H 9.0005 -2.1641 6.0316
H 7.3623 -0.5152 6.0316
H 0.8026 0.5042 6.0259
H -0.8346 2.1539 6.0259

Results
free energy: -154212.430 eV
free energy less fixed offsets of H -15.71, O -570.45, Si -639.56 eV per atom: -4.470 eV

Forces (eV/angstrom), in the order of the atoms: element, x, y, z
Si -0.0104 0.0135 0.009
Si -0.0092 0.0034 0.0018
Si 0.0018 -0.0083 0.018
Si 0.0093 0.0008 0.0277
Si -0.0071 0.003 0.0456
Si 0.0099 -0.0082 0.0136
Si -0.0116 0.007 0.0238
Si -0.005 0.0053 -0.0016
Si 0.0166 -0.0077 -0.0125
Si 0.0009 -0.0228 -0.0108
Si -0.0255 0.0047 -0.0089
Si -0.0025 0.0193 -0.0135
Si -0.0215 0.0008 -0.0121
Si 0.0033 0.0297 -0.0102
Si 0.0213 0.0034 -0.0116
Si 0.0054 -0.0177 -0.0151
Si -0.0099 -0.0144 0.0117
Si 0.0022 0.0139 0.0145
Si 0.0104 0.0121 0.0016
Si -0.0128 -0.0129 -0.0022
Si 0.0117 0.0116 0.0004
Si -0.0122 -0.0163 0.002
Si -0.0073 -0.007 0.0118
Si 0.0105 0.0129 0.0131
Si 0.0066 -0.0085 0.0362
Si -0.004 0.0062 0.0349
Si 0.0199 0.0064 0.0078
Si -0.0006 0.0008 -0.0012
Si -0.014 -0.0116 0.0103
Si -0.0037 0.0058 0.0069
Si 0.009 -0.0028 0.034
Si 0.0003 0.0062 0.0316
Si 0.0096 -0.0062 0.1442
Si 0.052 -0.0563 0.2072
Si -0.0263 0.0151 0.207
Si -0.0172 0.0265 0.1664
Si -0.0159 0.0088 0.2108
Si -0.0157 0.0251 0.1637
Si 0.0209 -0.0187 0.1473
Si 0.0024 -0.0052 0.2074
Si -0.1622 -0.0511 0.288
Si 0.1258 0.129 0.346
Si 0.1705 0.0279 0.3827
Si -0.0454 -0.1752 0.3688
Si 0.1079 0.0324 0.3615
Si -0.1091 -0.1019 0.3115
Si -0.16 -0.0623 0.2533
Si 0.0554 0.2091 0.3109
Si -0.0262 -0.1184 -0.2736
Si 0.0383 0.0782 -0.3689
Si 0.0621 0.0705 -0.2424
Si -0.0365 -0.0314 -0.2588
Si 0.0641 0.1292 -0.3986
Si -0.0526 -0.1158 -0.286
Si -0.1156 -0.0075 -0.3594
Si 0.0761 0.0148 -0.3744
Si 0.0077 0.0104 -0.1425
Si -0.0144 0.0042 -0.177
Si 0.0253 -0.0045 -0.1997
Si -0.0046 -0.028 -0.1785
Si 0.0142 -0.0229 -0.2032
Si 0.0193 -0.0047 -0.1795
Si -0.0224 0.0191 -0.1497
Si -0.0157 0.0224 -0.1708
Si -0.0208 -0.004 -0.0267
Si 0.0021 0.0254 -0.0431
Si -0.0098 -0.0079 -0.0285
Si 0.0228 0.0037 -0.0009
Si 0.008 0.0011 -0.0445
Si -0.0142 0.0182 0.0069
Si -0.0046 -0.0126 0.0008
Si 0.0041 0.0082 -0.0441
Si -0.0387 -0.01 0.0086
Si 0.0309 0.0351 -0.0103
Si 0.0224 0.0246 -0.0118
Si -0.0293 -0.0306 0.0016
Si 0.0354 0.0277 -0.0104
Si -0.0294 -0.0304 -0.0041
Si -0.0303 -0.0361 -0.0149
Si 0.0155 0.0182 -0.013
Si -0.0038 0.023 0.0084
Si 0.0018 -0.0034 0.0344
Si -0.0051 -0.006 0.0148
Si 0.034 -0.0032 0.0009
Si -0.0079 -0.003 0.0075
Si 0.0226 -0.0063 0.0024
Si 0.0019 0.0228 0.0055
Si -0.0011 -0.0106 0.0091
Si -0.006 0.0051 0.0401
Si -0.0114 -0.0008 0.0104
Si 0.0024 -0.0026 0.02
Si -0.0069 -0.0024 0.0486
Si -0.0052 0.0052 0.0307
Si -0.0051 -0.0062 0.0342
Si 0.0001 0.0117 0.0642
Si -0.0093 0.0022 0.04
Si 0.0078 -0.0066 0.0344
Si -0.0081 0.0032 0.0336
Si -0.0054 0.0001 0.048
Si -0.0045 -0.0141 0.0544
Si -0.0015 0.0017 0.0541
Si 0.0003 0.0076 0.0413
Si -0.0037 0.0003 0.0377
Si 0.033 0.0018 0.0235
Si -0.0013 0.0036 0.0341
Si -0.0076 0.006 0.0552
Si 0.0086 -0.0039 0.0224
Si 0.0069 -0.0031 0.0872
Si 0.0035 0.0031 0.0196
Si -0.0018 -0.0057 0.055
Si 0.012 -0.0081 0.0385
Si -0.0046 -0.0014 0.0429
Si -0.0015 0.0029 0.0431
Si 0.0003 0.0045 0.0345
Si 0.0027 0.0039 0.0357
Si -0.0008 -0.002 0.0426
Si 0.0035 0.0004 0.0054
Si -0.0008 0.0015 0.0252
Si -0.0012 0.0001 0.0372
Si -0.0003 0.0029 0.0379
Si -0.0007 0.0081 0.0371
Si 0.0037 -0.0043 0.0265
Si 0.0058 0.0003 0.0483
Si -0.0069 0.0059 0.0245
Si -0.0142 -0.0063 0.0353
Si -0.0018 0.0041 0.054
Si 0.0007 0.0006 0.0337
Si -0.0072 0.0114 0.037
Si 0.0067 -0.0089 0.0374
Si -0.0033 -0.0048 0.05
Si 0.0129 0.0047 0.0397
Si -0.0133 -0.0005 0.0339
Si 0.0015 0.0018 0.0392
Si -0.0025 -0.001 0.0436
Si 0.0039 0.0025 0.0433
Si -0.001 0.0025 0.0259
Si 0.0004 0.0033 0.0691
Si -0.0005 0.0023 0.0421
Si 0.0075 -0.0177 0.0478
Si -0.0016 -0.0043 0.0428
Si -0.0023 -0.002 0.0367
Si -0.0024 -0.0104 0.0527
Si 0.0034 -0.0029 0.0146
Si 0 0.0005 0.0559
O 0.0133 -0.0065 -0.0089
O -0.0025 -0.0055 -0.034
O 0.0089 0.006 -0.012
O -0.0025 0.0091 -0.0154
O 0.0078 -0.0016 -0.0233
O -0.016 0.0005 -0.0282
O 0.0095 0.0052 -0.0348
O -0.009 0.0083 -0.0255
O -0.0092 0.0066 -0.0225
O 0.004 0.0079 -0.0183
O 0.0062 -0.0132 -0.0215
O -0.0043 0.0084 -0.0143
O 0.0051 -0.0079 -0.0073
O -0.003 -0.0077 -0.0168
O -0.0024 0.0046 -0.0193
O -0.0011 0.0082 -0.0228
O -0.004 -0.002 -0.0152
O 0.0008 -0.0018 -0.0084
O 0.004 0 -0.0219
O 0.0025 0.0048 -0.0262
O -0.002 0.0041 -0.0104
O -0.0122 0.0058 -0.0151
O -0.002 -0.0032 -0.027
O 0.0053 0.0015 -0.0277
O -0.0002 -0.0016 -0.0118
O 0.013 -0.0102 -0.0216
O 0.0011 0.0016 -0.0135
O -0.002 -0.0083 -0.0248
O 0.0007 -0.0027 -0.0203
O 0.0046 0.0084 -0.0113
O 0.0061 -0.0151 -0.0263
O -0.0072 -0.0041 -0.0121
O 0.0013 0.0014 -0.0164
O 0.005 -0.0079 -0.0231
O -0.0129 -0.0007 -0.0314
O -0.0111 -0.0061 -0.0278
O 0.003 -0.0045 -0.0068
O 0.0058 0.0066 -0.0312
O 0.0101 0.008 -0.0287
O -0.0037 -0.0004 -0.0249
O 0.0036 0.0067 -0.0208
O 0.0022 0.0022 -0.016
O -0.0102 0.0044 -0.0139
O -0.0044 -0.0099 -0.0136
O -0.0111 -0.0015 -0.0135
O -0.0057 -0.0016 -0.0326
O 0.0053 -0.0125 -0.0249
O -0.0084 0.0027 -0.0183
O 0.001 0.008 -0.0092
O 0.0101 0.0122 -0.0284
O -0.007 0.0019 -0.0373
O 0.0011 -0.0045 -0.047
O -0.0041 0.0015 -0.0159
O 0.0025 0.013 -0.0227
O -0.0124 0.0061 -0.0255
O -0.0008 -0.015 -0.0185
O 0.0101 0.003 -0.0153
O 0.0072 0.0029 -0.0394
O 0.0029 -0.02 -0.0362
O -0.0096 -0.0149 -0.0373
O -0.0014 0.0026 -0.0189
O 0.0033 0.0104 -0.0142
O -0.002 -0.001 -0.0196
O 0.0067 -0.0134 -0.0321
O 0.0036 0.0059 -0.0376
O 0.0021 -0.0082 -0.0246
O -0.0008 0.0051 -0.0103
O 0.004 0.0012 -0.0112
O -0.0001 0.0121 -0.0384
O -0.0177 0.005 -0.0201
O 0.0047 -0.0061 -0.0232
O -0.0081 -0.0061 -0.0138
O -0.0056 -0.0011 -0.0205
O -0.0053 0.003 -0.0364
O 0.0003 0.0011 -0.0058
O 0.0052 0.0042 -0.0149
O 0.0039 0.0076 -0.0274
O -0.0093 -0.0064 -0.0244
O 0.005 -0.0096 -0.0205
O -0.0091 -0.002 -0.0204
O 0.003 -0.0106 -0.026
O 0.0015 0.0075 -0.0282
O 0.0075 -0.0152 -0.0208
O 0.0002 0.0024 -0.0193
O -0.0047 -0.0008 -0.0118
O 0.0029 -0.0054 -0.0153
O -0.0106 0.0027 -0.017
O -0.0018 -0.0063 -0.0148
O 0.0048 -0.0071 -0.0245
O 0.0059 -0.0038 -0.0205
O 0.0143 -0.0156 -0.0349
O -0.0039 0.0011 -0.0199
O -0.0077 0.0037 -0.0064
O 0.0023 0.0116 -0.0177
O 0.0004 -0.0222 -0.0222
O -0.0042 0.0014 -0.0131
O 0.0027 0.0056 -0.0181
O -0.0014 0.0009 -0.0078
O 0.0055 -0.0001 -0.0188
O 0.0043 0.0008 -0.0154
O -0.0021 0.0063 -0.0085
O -0.0061 0.0124 -0.0235
O -0.0047 -0.0075 -0.0099
O 0.0078 -0.0061 -0.0112
O 0.0127 0.0115 -0.0378
O -0.0093 0.0002 -0.0124
O 0.0091 -0.0063 -0.0242
O -0.0055 -0.0078 -0.0198
H -0.2226 0.198 -0.3254
H 0.46 -0.3427 -0.2313
H 0.3911 -0.3627 -0.2535
H -0.2215 0.1896 -0.2997
H 0.2395 -0.2267 -0.2994
H -0.3838 0.3795 -0.1952
H 0.1926 -0.2416 -0.2991
H -0.3614 0.4007 -0.2073
H 0.2108 -0.189 -0.2944
H -0.3667 0.4273 -0.2089
H -0.4135 0.3855 -0.2246
H 0.2099 -0.2222 -0.2925
H 0.3157 -0.4334 -0.2395
H -0.2026 0.2222 -0.324
H -0.244 0.2118 -0.3254
H 0.3918 -0.3944 -0.2244
H -0.3203 0.3375 0.2611
H 0.2942 -0.2462 0.3045
H 0.1553 -0.3838 0.2653
H -0.3834 0.2767 0.2806
H -0.3009 0.2266 0.2668
H 0.2819 -0.4074 0.2346
H -0.2233 0.3279 0.2612
H 0.4447 -0.1947 0.2236
H 0.1906 -0.4813 0.2108
H -0.3259 0.1789 0.2536
H -0.1513 0.4105 0.2312
H 0.4013 -0.2095 0.2413
H -0.1958 0.4045 0.2813
H 0.4227 -0.161 0.2575
H -0.4804 0.2158 0.2453
H 0.1905 -0.3051 0.3042

The program warned: the cutoff lies below the one the program advises for these potential files; the forces do not sum to zero within the program's tolerance; empty levels may hold ghost states of the PAW files; the exchange-correlation potential is rough where the density is thin.
